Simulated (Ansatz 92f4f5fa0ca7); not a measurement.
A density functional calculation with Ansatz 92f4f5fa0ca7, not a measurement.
Periodic cell of 375 atoms, Si241O134, from a study of silicon, its oxide and their interface. The atomic structure is a simulated model.
Doubt: the cutoff is far below the 930 eV that the study's wrapper takes by default for these files, so forces and energies are approximate.
This geometry differs little from another in the collection (a relaxation step or a small displacement).

Settings
functional: PBE
potential files: Ansatz PAW
basis: plane waves
wave-function cutoff: 580 eV
density cutoff ratio: 5
exchange-correlation grid ratio: 1
k mesh: 1 x 1 x 1, Gamma-centred
self-consistency stop: 5e-08 eV per atom in the density residual
occupations: fixed
spin: none
net charge: 0

Cell vectors (angstrom)
a  11.6015  0  0
b  0  13.3963  0
c  0  0  42.3661

Atoms and the computed forces on them: element, x, y, z (angstrom), force x, y, z (eV/angstrom)
Si  0  2.2327  1.1851  0.0124  -0.0353  -0.0804
Si  3.8672  2.2327  1.1851  -0.0221  -0.0313  -0.0547
Si  7.7343  2.2327  1.1851  0.0114  -0.0395  -0.0263
Si  1.9336  5.5818  1.1851  0.0003  0.0166  0.0364
Si  5.8008  5.5818  1.1851  -0.007  0.0648  0.0409
Si  9.6679  5.5818  1.1851  0.0287  0.0333  0.0437
Si  0  8.9308  1.1851  -0.022  0.019  0.039
Si  3.8672  8.9308  1.1851  0.0098  0.0362  -0.0052
Si  7.7343  8.9308  1.1851  -0.0015  0.0281  -0.0285
Si  1.9336  12.2799  1.1851  -0.0166  0.0001  0.0257
Si  5.8008  12.2799  1.1851  0.0052  -0.009  0.0211
Si  9.6679  12.2799  1.1851  -0.0069  -0.021  0.0332
Si  1.9336  1.1164  1.9745  -0.0172  0.1415  0.0089
Si  5.8008  1.1164  1.9745  -0.0336  0.1923  -0.0203
Si  9.6679  1.1164  1.9745  0.0285  0.1711  -0.0034
Si  0  4.4654  1.9745  -0.0221  -0.1134  -0.0086
Si  3.8672  4.4654  1.9745  0.0007  -0.0533  -0.0151
Si  7.7343  4.4654  1.9745  0.0099  -0.0484  -0.0322
Si  1.9336  7.8145  1.9745  0.0624  -0.0951  -0.0303
Si  5.8008  7.8145  1.9745  0.0286  -0.0878  0.0015
Si  9.6679  7.8145  1.9745  -0.0732  -0.0379  -0.0044
Si  0  11.1635  1.9745  0.0109  -0.0549  -0.0113
Si  3.8672  11.1635  1.9745  0.0356  -0.089  -0.0219
Si  7.7343  11.1635  1.9745  -0.0139  -0.0697  -0.0085
Si  1.9336  1.1164  4.3426  -0.0458  0.3358  -0.5268
Si  5.8008  1.1164  4.3426  -0.0895  0.4843  -0.286
Si  9.6679  1.1164  4.3426  0.0723  0.4265  -0.3078
Si  0  4.4654  4.3426  -0.052  -0.3011  0.3753
Si  3.8672  4.4654  4.3426  0.0317  -0.1483  0.5413
Si  7.7343  4.4654  4.3426  0.0203  -0.1066  0.7314
Si  1.9336  7.8145  4.3426  0.1773  -0.2016  0.2084
Si  5.8008  7.8145  4.3426  0.0914  -0.2116  0.1027
Si  9.6679  7.8145  4.3426  -0.2081  -0.0982  0.0407
Si  0  11.1635  4.3426  0.0274  -0.2021  -0.2457
Si  3.8672  11.1635  4.3426  0.0804  -0.2487  -0.404
Si  7.7343  11.1635  4.3426  -0.0363  -0.2357  -0.3651
Si  0  0  38.0255  -0.2574  0.2508  -0.2103
Si  3.8672  0  38.0255  -0.1557  0.0851  0.071
Si  7.7343  0  38.0255  0.2464  0.165  -0.0239
Si  1.9336  3.3491  38.0255  -0.2631  -0.0016  -0.2734
Si  5.8008  3.3491  38.0255  -0.0419  0.0926  0.2387
Si  9.6679  3.3491  38.0255  0.2407  -0.0248  -0.1333
Si  0  6.6981  38.0255  0.2466  -0.2307  -0.2543
Si  3.8672  6.6981  38.0255  -0.1472  -0.1019  0.0887
Si  7.7343  6.6981  38.0255  0.1477  -0.0004  0.1766
Si  1.9336  10.0472  38.0255  -0.0238  -0.0826  -0.0205
Si  5.8008  10.0472  38.0255  0.0108  0.1964  0.1523
Si  9.6679  10.0472  38.0255  -0.1145  0.1166  0.0055
Si  0  0  40.3937  -0.0952  0.0821  0.0122
Si  3.8672  0  40.3937  -0.0608  0.0451  -0.0042
Si  7.7343  0  40.3937  0.0925  0.061  0.0058
Si  1.9336  3.3491  40.3937  -0.0946  -0.0122  -0.01
Si  5.8008  3.3491  40.3937  -0.0122  0.0374  -0.0218
Si  9.6679  3.3491  40.3937  0.1031  -0.0135  -0.0142
Si  0  6.6981  40.3937  0.0876  -0.0882  0.0254
Si  3.8672  6.6981  40.3937  -0.0503  -0.0099  0.012
Si  7.7343  6.6981  40.3937  0.0642  0.0325  0.0155
Si  1.9336  10.0472  40.3937  -0.0129  -0.0359  0.0101
Si  5.8008  10.0472  40.3937  0.0184  0.0804  0.0165
Si  9.6679  10.0472  40.3937  -0.0551  0.0204  0.028
Si  0  2.2327  41.1831  -0.0076  0.0236  0.0489
Si  3.8672  2.2327  41.1831  0.0159  0.0216  -0.0059
Si  7.7343  2.2327  41.1831  -0.0132  0.0211  -0.0064
Si  1.9336  5.5818  41.1831  0.004  -0.0062  0.0148
Si  5.8008  5.5818  41.1831  0.0019  -0.055  -0.0144
Si  9.6679  5.5818  41.1831  -0.027  -0.0265  -0.0175
Si  0  8.9308  41.1831  0.0131  -0.0085  -0.0524
Si  3.8672  8.9308  41.1831  0.0036  -0.0311  -0.0133
Si  7.7343  8.9308  41.1831  -0.0013  -0.0267  0.0159
Si  1.9336  12.2799  41.1831  0.0185  0.0056  -0.0414
Si  5.8008  12.2799  41.1831  -0.0026  0.0009  -0.0162
Si  9.6679  12.2799  41.1831  0.0028  0.0206  0.0136
Si  0.0176  -0.3173  30.6171  -0.058  0.0319  -0.1378
Si  3.8219  -2.2529  30.7763  -0.0032  -0.0348  0.0228
Si  5.267  -0.5206  31.7997  0.0481  -0.0191  0.0033
Si  2.5696  2.6134  30.4847  0.0612  -0.03  -0.0561
Si  6.2727  3.0488  31.866  0.023  -0.0464  0.082
Si  10.1631  3.5383  29.4063  -0.0255  -0.0358  -0.0403
Si  0.3096  9.6996  31.8159  0.0405  -0.023  0.0228
Si  4.2761  6.8952  31.0215  0.0639  0.0051  -0.1006
Si  8.0563  6.5291  31.5241  -0.002  -0.1219  -0.0734
Si  4.32  10.9698  28.3697  -0.0449  0.06  -0.0294
Si  7.5731  11.4867  26.1042  -0.0029  0.0249  -0.003
Si  9.6573  10.161  31.1825  -0.0193  -0.0282  -0.0507
Si  0.4669  1.9311  31.3518  -0.0211  0.0403  -0.0894
Si  4.3465  1.7104  31.8392  -0.0102  -0.0061  0.0214
Si  7.3558  2.5408  29.9022  -0.0364  -0.0673  0.0864
Si  2.3388  5.6378  31.6214  -0.0039  -0.062  0.0466
Si  5.998  5.4673  31.9271  -0.056  -0.0284  0.0152
Si  9.6405  6.5002  28.9326  -0.0863  0.0107  -0.0336
Si  0.675  7.3878  29.941  -0.0218  0.0104  -0.0305
Si  4.6596  9.1176  31.8207  0.012  0.063  -0.0277
Si  7.8298  8.9889  34.3214  -0.0088  -0.035  0.0029
Si  1.6377  11.6807  31.7175  0.078  -0.0738  0.1084
Si  7.4205  12.9902  30.76  -0.0258  0.0605  -0.0992
Si  9.5562  12.4266  31.7414  -0.0666  -0.0101  0.006
Si  0.0159  2.2198  33.791  -0.007  -0.0373  0.0431
Si  3.8186  2.1831  34.107  -0.0299  0.0219  -0.0178
Si  7.5288  2.3927  33.9405  0.0013  -0.0183  -0.0266
Si  1.9959  5.5881  33.9848  -0.006  0.0107  0.0048
Si  5.7977  5.6489  34.25  -0.0018  0.0149  -0.0261
Si  9.6074  5.6627  34.0386  -0.0463  0.0142  -0.2366
Si  0.0989  9.0025  34.0848  0.0065  -0.0243  -0.0546
Si  3.9963  9.0201  34.1139  0.0259  0.0088  -0.0126
Si  7.8325  8.8191  32.0298  0.0065  0.046  0.0326
Si  1.8975  12.2667  34.0371  0.0038  -0.0045  0.0022
Si  5.721  12.3851  34.1009  0.0005  -0.0096  -0.0097
Si  9.6559  12.3839  34.0882  0.0194  -0.0122  0.0163
Si  1.8602  1.1129  34.8171  -0.0157  -0.0401  0.0178
Si  5.7682  1.1771  34.9649  -0.0331  -0.0159  -0.0188
Si  9.5941  1.2612  34.6787  -0.0262  0.0435  0.0375
Si  -0.0071  4.4752  34.6492  0.0526  -0.0296  0.0343
Si  3.8636  4.4475  34.8799  -0.0163  0.0091  -0.0321
Si  7.7317  4.5164  34.9494  -0.0336  0.0051  -0.0246
Si  2.0313  7.8393  34.8021  0.0318  0.0165  -0.0106
Si  5.8569  7.8729  34.9965  -0.005  0.0214  0.034
Si  9.7891  7.8508  34.9188  0.0137  0.0208  0.0233
Si  -0.0241  11.2223  34.9157  0.0059  0.0281  0.007
Si  3.8418  11.2218  34.9157  -0.0054  -0.0042  -0.0037
Si  7.7031  11.2739  34.8586  0.0163  -0.014  -0.0013
Si  1.9208  1.1106  37.2087  0.0077  -0.0059  0.002
Si  5.803  1.1194  37.2939  -0.0001  -0.0022  0.0047
Si  9.6547  1.1492  37.1389  -0.0131  0.0134  0.0231
Si  -0.0076  4.4602  37.1262  -0.0154  0.0026  0.0227
Si  3.8618  4.4552  37.2414  0.0089  -0.0088  -0.0115
Si  7.7415  4.4612  37.283  0.0041  0.0131  0.0248
Si  1.946  7.8155  37.1985  -0.0001  -0.004  -0.004
Si  5.8007  7.818  37.3137  0.0075  -0.0127  -0.007
Si  9.6895  7.8161  37.2662  0.0102  -0.0173  0.0138
Si  -0.0044  11.1728  37.2651  -0.0062  -0.0053  -0.0003
Si  3.8601  11.1707  37.2629  0.0047  0.0056  0.0027
Si  7.7258  11.1843  37.2296  0.0013  0.0198  0.0114
Si  0.0029  0.0015  5.0184  0.0002  0.007  0.0178
Si  3.861  -0.0032  4.9965  -0.0009  -0.0054  0.0201
Si  7.7325  0.003  4.9881  -0.0094  0.0085  0.0236
Si  1.9311  3.334  5.2041  0.0043  0.0339  -0.0251
Si  5.7974  3.3563  5.2412  -0.0098  0.0151  -0.008
Si  9.671  3.3419  5.2457  -0.0044  0.0198  -0.026
Si  -0.0126  6.6933  5.1115  0.0018  -0.0009  -0.0234
Si  3.8907  6.6868  5.196  -0.0333  0.0029  -0.019
Si  7.7339  6.6945  5.2106  0.0129  0.0138  0.0204
Si  1.9443  10.0411  5.0953  -0.0023  0.0208  0.0099
Si  5.8044  10.0331  5.1076  -0.0096  0.0079  0.0055
Si  9.6635  10.0458  5.1038  0.0136  0.033  0.0259
Si  0.0156  -0.0372  7.3143  -0.0029  0.0068  0.0115
Si  3.8484  -0.0648  7.2806  0.0091  -0.0195  -0.0337
Si  7.7024  -0.0252  7.2698  0.0059  -0.016  -0.0377
Si  1.9318  3.2118  7.6349  0.0033  -0.0671  -0.0308
Si  5.7939  3.2912  7.7159  -0.0047  -0.0563  -0.008
Si  9.6742  3.2306  7.723  0.0073  -0.0327  -0.0241
Si  -0.01  6.6314  7.4642  -0.003  0.0097  -0.0035
Si  3.9505  6.6234  7.6231  0.0505  0.0042  0.0026
Si  7.7609  6.6647  7.6558  -0.014  -0.0042  0.023
Si  1.9804  9.9819  7.4353  -0.0097  -0.0287  0.0356
Si  5.8217  9.9605  7.4568  0.0124  -0.0357  0.0178
Si  9.6815  10.038  7.4516  -0.0184  -0.0338  0.0103
Si  0.0188  2.0177  8.454  0.0209  -0.008  0.0765
Si  3.8604  2.0145  8.3664  -0.0167  -0.0284  -0.003
Si  7.698  2.0482  8.387  0.0083  -0.0254  0.0113
Si  1.9359  5.5203  8.224  -0.0247  0.0217  0.1102
Si  5.8826  5.5469  8.6506  -0.0111  0.0206  -0.1255
Si  9.7094  5.5318  8.4607  -0.0156  0.0222  -0.0229
Si  0.0255  8.9039  8.1627  0.0124  -0.0389  0.0062
Si  3.9017  8.8941  8.331  -0.023  -0.0384  0.0335
Si  7.7762  8.9739  8.3634  -0.0126  -0.0096  0.0012
Si  1.9256  12.2334  8.107  0.004  0.002  0.0015
Si  5.7843  12.2312  7.9979  0.0106  -0.0049  -0.0445
Si  9.6465  12.3277  8.0415  0.0034  0.0082  -0.0085
Si  -0.032  0.7827  10.595  -0.0101  0.0294  -0.0412
Si  3.793  0.7036  10.4203  -0.0215  0.0764  0.1278
Si  7.4953  0.8429  10.4704  -0.0283  0.033  0.0439
Si  2.0161  5.4171  11.4125  -0.1331  -0.024  0.032
Si  8.0524  7.2974  11.6734  -0.2984  0.2541  0.2942
Si  9.9463  4.3804  12.6147  0.0278  -0.0469  0.1471
Si  1.9439  10.4064  11.3127  0.0517  0.0536  -0.0588
Si  3.974  9.2285  10.71  -0.0227  0.0563  -0.0193
Si  7.8164  9.4856  10.7444  0.0516  -0.0308  -0.0383
Si  1.8713  12.6827  10.4264  -0.0226  0.0232  -0.0152
Si  4.746  10.8027  14.3615  0.0242  0.0074  -0.0141
Si  9.5566  12.9731  10.3002  0.0501  0.0502  -0.0136
Si  1.8062  -3.5375  13.5943  0.0482  0.0233  -0.0686
Si  5.7202  -0.6672  10.2622  -0.0284  -0.0151  -0.0225
Si  9.8435  -2.6126  11.112  0.0194  0.03  0.1079
Si  0.0879  1.8654  12.7065  -0.0992  -0.0532  -0.0793
Si  2.8869  2.6971  12.5523  0.0336  -0.1409  0.1191
Si  7.1748  3.0698  12.6242  0.0954  -0.1367  0.1373
Si  -0.2281  7.3293  11.761  -0.1053  0.1006  0.0352
Si  6.231  5.8533  11.1613  0.2658  -0.3207  0.0172
Si  9.7907  5.9709  10.8468  -0.0386  -0.0372  -0.1137
Si  0.0602  9.3141  10.4628  -0.0201  0.0215  0.0008
Si  5.7751  10.634  11.332  0.009  0.0169  0.1882
Si  4.5334  7.2193  12.0189  0.0381  0.3332  0.2199
O  4.94  -1.1992  15.1579  -0.0135  -0.0083  0.0156
O  10.7804  1.0924  13.8172  0.0033  -0.0075  0.0112
O  6.9503  2.7365  14.2308  -0.0538  0.0543  -0.204
O  0.489  -3.0145  14.4353  -0.0498  -0.0015  0.0372
O  3.8678  15.0794  11.761  -0.0111  -0.0005  -0.0692
O  -0.809  7.9589  13.1801  0.0228  -0.0357  -0.0905
O  9.7946  5.0272  14.1292  0.0248  0.0027  -0.1269
O  5.3149  9.5914  15.2918  0.0065  0.0495  -0.0225
O  8.1996  7.5889  13.3601  0.0198  -0.0625  -0.2132
O  3.8171  3.4135  13.6605  0.0224  -0.0116  -0.0946
O  6.9089  1.7027  11.7759  -0.0309  -0.0121  -0.0723
O  4.8524  7.5963  13.6081  0.0134  -0.058  -0.1455
O  6.6862  3.0868  28.5114  -0.0058  0.0136  0.0146
O  2.4589  2.4654  28.8069  0.0179  0.0243  0.1729
O  8.3138  -1.7867  27.5525  0.0159  -0.0117  0.0194
O  -4.3669  -1.7965  29.8854  -0.0248  0.0466  0.043
O  14.3213  17.6126  30.8625  0.0154  0.0232  0.017
O  9.2072  6.9387  27.4165  0.0183  -0.0028  0.0463
O  10.1281  2.5762  28.1093  0.0076  -0.0197  0.0826
O  1.5899  7.1924  28.6222  0.0012  0.0081  0.0199
O  5.0534  12.433  28.0033  -0.0337  -0.0851  0.0958
O  7.2453  9.3444  28.5301  -0.0285  0.0404  0.0094
O  0.0904  12.7321  28.9605  -0.0085  0.022  0.1579
O  6.5321  10.2125  26.1351  -0.0769  -0.0165  0.0549
Si  6.6521  4.2637  27.3909  0.0046  -0.0201  -0.0406
Si  11.6579  12.6741  27.3222  -0.019  0.0151  -0.0376
Si  8.1187  10.6852  28.8681  0.0997  0.0272  -0.0741
Si  0.3818  0.6749  17.6779  0.0566  0.0219  -0.0869
Si  2.7635  10.6989  23.1537  0.0173  -0.0131  0.0367
Si  8.4937  6.1668  20.9936  -0.0605  0.0272  0.019
Si  1.902  6.2606  27.33  0.0234  -0.0773  -0.0836
Si  5.8832  5.5981  19.3271  0.0459  0.0186  -0.1394
Si  4.8803  8.0351  15.2012  -0.0171  -0.0562  0.0392
Si  4.72  2.5961  25.8363  -0.0129  -0.017  0.0426
Si  11.67  6.2299  24.8999  -0.0327  -0.0001  0.0834
Si  11.7521  8.956  18.8763  0.0009  -0.0098  -0.0838
Si  5.8952  0.5036  20.7861  0.0048  0.0485  -0.0589
Si  4.1924  12.7223  16.4996  0.0014  0.0496  -0.0156
Si  6.2209  5.6383  16.2683  -0.0172  0.0208  -0.0429
Si  10.5561  10.915  14.1732  -0.0046  0.0154  -0.0265
Si  10.1514  0.4213  15.1673  -0.0321  0.1011  -0.0012
Si  2.6685  11.7771  26.0302  0.0623  0.0828  0.0066
Si  13.5494  11.4807  18.1607  0.011  0.0845  -0.065
Si  5.9527  9.4834  27.5118  0.0995  -0.0411  -0.0288
Si  6.1255  16.0393  23.1911  -0.0257  -0.0607  0.1155
Si  10.4236  -2.141  25.1145  -0.0274  -0.011  0.0298
Si  11.7335  14.4894  20.6498  -0.0214  -0.0514  -0.0636
Si  9.2277  4.7845  15.6566  -0.0372  -0.0451  0.0478
Si  5.2283  -0.2469  26.5417  -0.0016  0.0419  -0.135
Si  10.0751  -0.2892  22.8696  0.0019  0.007  0.0956
Si  4.8043  6.7378  27.8612  -0.0017  -0.058  -0.0627
Si  1.9307  8.3282  21.358  -0.0046  0.022  -0.0088
Si  5.7307  1.3533  17.9252  -0.0275  -0.0107  -0.1191
Si  10.7406  2.0666  26.7037  0.0503  0.0485  -0.0379
Si  2.1691  7.1114  14.9962  0.0497  0.006  0.0527
Si  10.9534  6.9265  16.529  0.0014  -0.1103  -0.0127
Si  7.7717  2.1724  15.5485  0.0793  -0.0183  0.1215
Si  9.1973  2.5522  23.9575  0.0203  -0.0414  0.0709
Si  8.8714  5.89  26.196  0.0075  0.0037  -0.0073
Si  7.6451  7.3925  23.8251  0.0609  0.0027  0.0557
Si  9.5006  -5.1861  14.1469  0.0099  -0.1314  -0.0157
Si  2.0215  3.1436  27.3572  -0.0026  0.0278  -0.0683
Si  7.6506  11.4098  21.6827  0.0097  0.0016  0.0735
Si  9.4544  9.1628  20.6303  0.0652  -0.0027  -0.0039
Si  4.5528  4.9258  21.7318  0.0028  -0.007  -0.0116
Si  10.3565  -4.6718  23.5516  -0.0125  -0.0043  0.0802
Si  3.0323  2.0225  16.9417  -0.0086  0.0098  -0.0195
Si  3.6205  4.3386  14.9754  0.0078  0.0341  0.1598
Si  4.7969  7.7552  20.7674  0.0071  -0.0021  -0.0516
Si  14.396  12.9539  20.8915  -0.0108  -0.0326  -0.0648
Si  5.7213  9.5024  22.8907  0.0139  0.0077  0.0341
Si  10.7058  3.9884  21.6368  -0.0282  -0.0214  0.0985
Si  1.663  5.405  22.5747  -0.0532  0.0037  0.1081
O  6.7725  12.5228  20.8764  0.0068  -0.0168  -0.015
O  10.973  -3.5426  24.5203  -0.0103  0.0204  -0.0042
O  0.8026  8.2686  20.1986  0.0198  -0.0189  0.0562
O  1.7564  14.2418  20.857  0.0161  0.0209  0.0361
O  9.3882  -3.5867  14.4627  0.037  0.0594  -0.0385
O  4.3031  13.5424  20.6935  -0.0117  0.0033  0.0275
O  4.317  2.198  17.9464  0.0145  -0.0009  0.0424
O  0.9351  6.8256  26.1454  0.0049  -0.0027  0.046
O  8.1733  4.5823  26.8883  -0.016  -0.0083  0.0345
O  4.2452  10.0158  23.3496  0.015  -0.0119  -0.0163
O  3.401  7.7521  15.8742  -0.0028  0.0187  -0.0178
O  12.5077  12.5412  17.498  -0.009  -0.0399  0.0325
O  10.691  0.4514  26.7467  -0.0184  -0.0608  0.0225
O  5.3556  7.156  19.3581  -0.0308  0.0282  0.0742
O  7.59  2.8767  23.903  -0.0122  0.0039  -0.0366
O  9.7772  7.603  15.6261  -0.0211  0.0496  -0.0429
O  -0.6876  -0.9381  24.1154  0.0114  -0.0022  -0.0201
O  11.2082  7.3667  23.8289  0.0119  0.0075  -0.0637
O  -1.2247  9.1731  21.992  -0.0007  0.0082  -0.0221
O  2.6502  5.5953  14.6092  -0.0296  -0.0102  -0.0973
O  0.7844  6.8943  15.7817  -0.0058  0.0183  -0.0063
O  5.6551  4.0704  22.5591  -0.0043  0.0445  -0.0264
O  10.2965  -1.1925  15.114  0.0088  -0.0818  -0.0331
O  -0.6676  14.3799  16.4807  0.0047  -0.0057  0.0038
O  14.8848  11.5418  17.1995  -0.0247  -0.0275  0.0216
O  8.1985  10.1995  20.725  -0.0223  -0.003  -0.0322
O  7.3187  5.5302  20.0762  0.0317  -0.0034  0.0384
O  10.3218  5.4089  16.7258  0.0225  0.0428  -0.0029
O  7.7358  5.423  15.7608  0.0264  0.0018  -0.018
O  12.1028  4.8066  21.634  -0.0037  -0.0077  -0.0509
O  11.2532  7.7515  17.8913  0.0175  0.0561  0.0654
O  4.7957  6.5428  21.8873  -0.0179  -0.0025  0.0367
O  6.2108  14.8628  22.0662  0.0076  -0.0013  -0.0125
O  8.9498  -1.3138  22.3524  -0.0409  -0.0146  -0.0427
O  9.3539  1.0762  23.3295  -0.0123  -0.0125  -0.0326
O  13.9842  11.9291  19.6744  0.0158  0.0075  0.0663
O  6.2447  8.2361  23.8002  -0.026  0.021  -0.0192
O  5.9667  7.231  16.0906  -0.0052  0.0232  -0.0272
O  11.0831  13.3914  21.6456  0.0118  -0.0022  -0.0184
O  2.775  12.0916  22.2873  -0.0054  -0.0013  0.0116
O  3.9941  12.6412  25.5928  -0.0435  -0.0342  -0.0043
O  5.456  8.0075  27.0887  -0.0326  -0.044  0.0048
O  6.3511  1.3239  19.4309  0.0176  -0.0145  0.1063
O  5.3665  13.2003  17.5307  -0.0056  -0.0116  0.0236
O  6.0541  5.1226  17.798  -0.0187  -0.0116  0.1146
O  8.7858  11.3045  25.0585  -0.0044  0.0024  0.0193
O  6.7494  15.393  16.8134  0.0003  0.0055  0.0014
O  5.9254  5.5782  27.9971  -0.0287  0.0418  0.0594
O  8.9921  3.1989  15.9576  0.0077  0.0006  -0.0333
O  8.5491  0.7658  15.2408  0.0354  -0.0065  -0.0396
O  10.0582  3.6406  23.0986  0.0266  0.0183  -0.0624
O  3.0622  10.7616  27.2759  0.0506  0.0215  0.0095
O  1.6156  4.6925  27.6504  -0.0236  0.0596  0.0628
O  1.81  9.6124  22.372  0.0079  -0.0123  -0.0185
O  1.6053  1.7724  17.6889  -0.0204  -0.0111  0.0337
O  8.9755  7.6095  20.3752  0.0016  -0.0095  -0.0107
O  10.3846  9.6955  19.3912  -0.0239  -0.0017  0.0452
O  3.0552  4.5856  22.2993  0.018  -0.0034  -0.0237
O  9.6453  5.008  20.9264  0.0212  -0.0034  -0.0319
O  8.8072  8.5131  23.9684  -0.0163  0.0273  -0.0179
O  4.7963  4.64  20.1204  -0.0264  -0.0002  0.0601
O  10.2951  5.521  25.4636  -0.0009  0.0129  0.0015
O  6.7346  10.7769  22.8879  -0.0078  -0.0047  -0.0204
O  11.0218  11.3273  26.6379  0.018  0.0058  0.0003
O  3.2024  3.0249  26.2366  0.0103  0.0036  0.0037
O  13.1576  -0.5934  26.6636  0.0051  -0.0257  0.0325
O  6.6692  -0.5754  25.8239  0.0038  -0.0338  0.0397
O  7.9342  6.4511  22.5145  0.0038  -0.0333  -0.0585
O  12.8135  10.0104  18.1893  -0.0094  -0.0132  0.0167
O  7.7486  6.4597  25.1599  -0.0213  0.0309  -0.0257
O  2.1871  11.0109  24.6651  0.0132  -0.0225  -0.0049
O  5.1087  4.8268  15.4025  -0.0396  -0.0218  -0.0589
O  1.8951  6.9753  22.248  0.0196  0.0147  -0.0112
O  3.3209  0.6583  16.0601  0.0147  -0.0303  0.0116
O  -0.4892  2.5753  20.93  0.0138  0.0263  -0.0206
O  12.3159  2.4871  26.6382  0.0032  -0.0058  0.0261
O  11.2606  0.7784  19.1246  -0.0223  0.0098  0.0765
O  5.1278  1.3417  26.7804  0.0186  -0.025  0.0372
O  4.9587  2.2058  24.2694  0.0247  0.0125  -0.0633
O  9.8171  2.5757  25.468  -0.0086  -0.0138  -0.0191
O  5.7437  3.8156  26.1295  0.0224  0.0213  0.0033
O  2.8948  3.4084  16.1024  0.0085  0.0046  -0.0258
O  5.7144  8.9585  21.3434  -0.0026  -0.0098  -0.0184
O  1.1072  5.23  24.1164  0.0365  -0.0083  -0.0995
O  3.4892  6.3563  26.9704  0.0477  0.0305  0.0414
O  3.3276  8.3848  20.5291  0.0038  -0.0056  -0.0072
O  13.2539  1.8535  13.224  0.0472  0.0198  -0.0007
O  12.7343  8.7498  30.7053  -0.0103  0.0365  0.0912
O  8.7651  3.2857  12.3874  -0.0205  0.0184  -0.0348
O  -0.3065  3.4562  12.5805  -0.0553  -0.0017  0.0484
O  3.3443  -7.2702  11.948  0.0845  -0.0519  -0.0209
O  12.4963  -7.2501  30.9806  0.0097  0.0133  0.0194
O  13.5539  8.2177  13.7906  -0.0396  0.0351  -0.0541
O  -9.898  -7.6546  9.8607  0.0481  0.019  -0.1061
O  5.5841  10.8717  12.9753  0.0365  -0.0477  -0.1241
O  12.4351  6.1474  12.2691  0.0856  0.0405  0.0428
O  -3.2611  6.4134  29.897  0.0248  -0.0292  0.0006
O  9.3243  5.8379  32.3721  0.0044  0.0272  0.2116
O  -13.6581  10.238  29.4966  -0.0435  0.0008  0.031
O  10.4075  5.0597  28.8994  0.0413  0.0225  0.0242
O  4.3664  20.5012  29.3761  0.0007  0.0461  -0.0012
O  8.7436  3.3608  30.1588  0.0474  0.0314  -0.0096
O  -0.8958  7.56  29.554  0.0275  0.0533  0.0031
O  11.2844  3.1308  30.4968  0.0332  -0.0147  -0.0451
O  3.1366  10.6026  14.1841  -0.0295  -0.0218  0.021
O  7.5927  14.3088  29.751  -0.0326  -0.0469  0.0934
O  17.9065  9.351  31.5699  -0.0107  -0.0247  0.0595
O  10.3953  -2.1009  12.6043  -0.001  -0.0696  0.0369
O  6.3704  4.3766  12.0198  -0.1178  0.1701  -0.0423
O  2.2311  3.8103  11.5448  0.0163  0.0512  -0.0592

Results
free energy: -229411.996 eV
free energy less fixed offsets of O -568.88, Si -635.61 eV per atom: -0.066 eV

The program warned: the cutoff lies below the one the program advises for these potential files; the forces do not sum to zero within the program's tolerance; the exchange-correlation potential is rough where the density is thin.
